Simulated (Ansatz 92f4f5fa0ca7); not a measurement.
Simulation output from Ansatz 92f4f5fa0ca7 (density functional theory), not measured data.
Periodic cell of 224 atoms, Si134O86N4, from a study of silicon, its oxide and their interface. The atomic structure is a simulated model.
This geometry differs little from another in the collection (a relaxation step or a small displacement).

Settings: functional r2SCAN; potential files Ansatz PAW; basis plane waves; wave-function cutoff 800 eV; density cutoff ratio 5; exchange-correlation grid ratio 1; k mesh 1 x 1 x 1, shifted by 0.5 0.5 0 of a step; self-consistency stop 1e-10 eV per atom in the density residual; occupations fixed; spin none; net charge 0.

Cell vectors (angstrom)
a, 10.88, 0, 0
b, 0, 10.88, 0
c, 0, 0, 31.912

Atoms: element, x, y, z (angstrom)
Si, -0.3167, 0.8554, -0.1452
Si, 3.0734, 2.4155, 0.0182
Si, -0.3212, 5.8542, -0.0735
Si, 2.4424, 8.1036, -0.325
Si, 5.3787, 0.2542, -0.0954
Si, 8.2842, 2.8729, 0.3284
Si, 5.9144, 4.8032, -0.1094
Si, 8.3924, 7.9787, -0.1729
Si, 1.3554, 1.5088, 1.3752
Si, 4.1703, 4.0454, 1.2677
Si, 1.3308, 6.8266, 1.2461
Si, 3.994, 9.502, 0.9697
Si, 6.8621, 1.3438, 1.3772
Si, 9.5023, 4.3893, 1.5333
Si, 6.9171, 6.6543, 1.1436
Si, 9.4679, 9.7802, 0.9834
Si, 0.0569, 2.9189, 2.7046
Si, 2.6897, -0.0509, 2.5306
Si, -0.0631, 8.315, 2.4563
Si, 2.7464, 5.453, 2.5485
Si, 5.4444, 2.6874, 2.6974
Si, 8.1953, -0.0216, 2.642
Si, 5.4208, 8.1232, 2.3515
Si, 8.0447, 5.5244, 2.8456
Si, 1.4262, 4.1863, 4.0367
Si, 4.0357, 1.3049, 3.9429
Si, 1.3234, 9.5335, 3.9195
Si, 4.1039, 6.8354, 3.8605
Si, 6.7451, 4.0579, 4.0888
Si, 9.5411, 1.4296, 3.9364
Si, 6.7515, 9.4697, 3.8594
Si, 9.5004, 6.9553, 3.9565
Si, -0.0089, 0.047, 5.2895
Si, 2.7268, 2.7202, 5.3146
Si, -0.0089, 5.5415, 5.3075
Si, 2.7018, 8.1588, 5.2503
Si, 5.4268, -0.0388, 5.2715
Si, 8.1698, 2.7057, 5.3578
Si, 5.3812, 5.4781, 5.3259
Si, 8.1035, 8.2143, 5.3209
Si, 1.3357, 1.3958, 6.6612
Si, 4.0534, 4.0914, 6.6709
Si, 1.3517, 6.8496, 6.6793
Si, 4.0554, 9.5026, 6.6354
Si, 6.7835, 1.3276, 6.6625
Si, 9.5311, 4.1129, 6.6618
Si, 6.7822, 6.8045, 6.668
Si, 9.4706, 9.5852, 6.6444
Si, -0.0075, 2.748, 8.0473
Si, 2.6898, 0.0089, 7.9716
Si, -0.0662, 8.2031, 7.9897
Si, 2.6833, 5.4351, 8.0184
Si, 5.444, 2.7389, 7.9903
Si, 8.123, -0.0051, 8.0619
Si, 5.4081, 8.1433, 8.0153
Si, 8.1386, 5.4303, 8.017
Si, 1.3379, 4.1225, 9.4217
Si, 4.0586, 1.3821, 9.2945
Si, 1.3008, 9.5523, 9.3247
Si, 4.0826, 6.7456, 9.3658
Si, 6.7956, 4.067, 9.3961
Si, 9.4916, 1.3737, 9.3882
Si, 6.757, 9.478, 9.4036
Si, 9.4726, 6.8112, 9.3596
Si, -0.0396, 0.0002, 10.7425
Si, 2.7651, 2.7431, 10.6949
Si, -0.0509, 5.5016, 10.7601
Si, 2.6532, 8.122, 10.5878
Si, 5.3654, 0.0147, 10.6595
Si, 8.144, 2.7111, 10.7682
Si, 5.4508, 5.419, 10.7914
Si, 8.0765, 8.0627, 10.782
Si, 1.3818, 1.4157, 12.0025
Si, 4.1434, 4.0196, 12.1435
Si, 1.3595, 6.876, 12.0766
Si, 3.9486, 9.4972, 11.8946
Si, 6.7416, 1.296, 12.0499
Si, 9.4735, 4.1347, 12.1135
Si, 6.7346, 6.7322, 12.2847
Si, 9.4808, 9.4125, 12.0508
Si, 0.0592, 2.7926, 13.3562
Si, 2.6124, -0.0811, 13.2937
Si, -0.0144, 8.1874, 13.5156
Si, 2.6941, 5.4078, 13.3587
Si, 5.5033, 2.6355, 13.5487
Si, 8.0623, -0.1613, 13.3496
Si, 5.1972, 8.2242, 13.3736
Si, 8.1397, 5.315, 13.7118
Si, 1.1911, 4.3492, 14.7743
Si, 4.2374, 0.9576, 14.5723
Si, 0.862, 10.0368, 14.7656
Si, 3.7283, 6.9349, 14.7556
Si, 7.2789, 3.414, 15.0059
Si, 9.5126, 1.3048, 14.3838
Si, 6.4574, 9.6603, 14.7733
Si, 9.817, 6.547, 14.8481
Si, 1.4922, -1.6105, 19.548
Si, 2.179, 1.4865, 19.3467
Si, -4.9811, 5.4149, 21.5343
Si, 1.3369, 9.8484, 22.432
Si, 9.3469, -2.0472, 22.5465
Si, 5.8296, 3.4123, 17.825
Si, 5.2266, 8.097, 16.7772
Si, 6.0531, 6.2862, 18.6327
Si, 8.0152, 18.7296, 17.0844
Si, 7.9107, 10.8078, 23.9039
Si, 7.1381, 3.1615, 20.5132
Si, -1.7703, -6.274, 25.0684
Si, -6.6958, 2.4571, 21.3794
Si, 8.5473, -5.8057, 28.0509
Si, 12.2453, 2.0395, 21.997
Si, 5.4492, 3.5134, 26.3765
Si, 12.4961, 0.0986, 27.2122
Si, 13.8168, 13.4852, 16.7381
Si, 4.7532, -3.3119, 23.2721
Si, 2.469, -2.2362, 16.8107
Si, 1.9542, 7.576, 24.3235
Si, 6.612, 6.2801, 25.25
Si, 8.7268, 5.5073, 21.0229
Si, 10.6547, -4.8602, 23.1251
Si, 9.2358, 2.3843, 22.8784
Si, 12.3108, 1.7409, 29.6126
Si, 4.216, 0.9194, 25.7844
Si, 5.0917, 10.6806, 22.9621
Si, -1.5878, -2.5615, 19.7579
Si, -0.635, 3.4737, 30.113
Si, 4.0032, -3.4547, 29.1603
Si, 6.974, -9.9225, 26.7566
Si, 7.9137, 7.9746, 27.4354
Si, 1.6079, -3.0243, 27.3778
Si, 5.5047, 4.9178, 28.7878
Si, 10.7538, 8.2612, 29.7982
Si, 6.2575, 9.2316, 29.7353
Si, 9.4914, -0.5845, 27.755
O, 5.2068, -4.3913, -3.2367
O, 0.6797, 0.5929, 30.4848
O, 2.3883, 2.7116, 30.4733
O, -1.8406, -1.8726, 26.8338
O, 3.2982, 7.096, 30.5903
O, -1.7179, 4.3323, 29.3163
O, 4.2487, 1.3697, -0.4485
O, 7.0724, -1.8789, 28.3699
O, 7.163, 3.7893, -0.4485
N, 9.5649, 2.2468, 31.1937
O, 9.1545, 4.4229, 26.6816
O, 5.3786, 11.3568, 26.9018
O, 11.1656, 2.72, 29.024
N, 9.8017, 7.2408, 30.917
O, 7.458, 5.5582, 22.0991
O, 0.0568, 5.4203, 15.3304
O, 5.4696, 0.0441, 15.1801
O, 3.1357, 1.3898, 15.7029
O, -0.298, 11.1575, 15.1266
O, 1.4028, 9.7167, 16.2768
O, 4.8829, 6.7224, 15.9183
N, 5.5761, 14.5457, 21.3064
O, 6.8, 3.6059, 16.5472
O, 9.0978, -9.9971, 23.417
O, 8.4922, 2.3094, 15.2131
O, 7.3722, 6.4765, 17.6993
N, 6.754, 8.725, 16.2539
O, 12.8582, 9.1146, 21.1068
O, -5.5017, 4.8754, 18.3147
O, 9.2476, 7.408, 16.1342
O, -6.2609, 0.9976, 21.9713
O, 2.7839, -7.9842, 22.1771
O, -7.3407, -3.5357, 24.3098
O, 2.1736, 3.8307, 15.9905
O, 1.0649, 1.9903, 20.4026
O, 1.9442, 13.0592, 17.9216
O, 5.1882, -3.267, 18.3101
O, 2.4327, 7.4338, 15.6954
O, -2.7233, 2.4531, 21.6104
O, 6.1701, 6.3163, 20.2102
O, 12.609, 11.4153, 22.5203
O, 8.7773, 3.3202, 24.1339
O, 1.7496, -1.7813, 23.7989
O, 15.3179, 13.6858, 17.2932
O, 14.5147, 12.8865, 19.8938
O, 9.7531, 7.3409, 22.9522
O, 4.7353, 17.1544, 22.2619
O, 12.1835, 6.5484, 23.2297
O, 8.5277, 8.687, 18.379
O, -3.4284, 0.3073, 25.3713
O, -2.735, -6.5175, 20.0111
O, -2.8362, 5.7617, 24.7798
O, 4.0109, 9.1678, 16.6636
O, 10.627, -1.1098, 22.323
O, 13.0632, 0.9658, 28.4473
O, 2.1451, -2.5552, 18.3758
O, 4.7437, -1.7903, 22.6405
O, 10.0768, -5.7668, 21.8823
O, 6.5846, 2.5874, 19.0559
O, 12.8297, -0.1051, 19.1455
O, 11.2965, -3.3678, 28.4337
O, 8.4734, -1.572, 23.802
O, 10.8371, 0.1668, 27.1463
O, -0.0293, -8.299, 22.6297
O, 6.68, -0.0036, 22.887
O, 12.2453, -3.4909, 25.834
O, -1.6778, 6.7198, 20.0534
O, 8.5969, -1.9466, 21.099
O, 2.6299, 0.6255, 26.0496
O, 2.9604, -3.6615, 27.9564
O, -5.1362, -5.9614, 25.5723
O, 4.7053, 3.9274, 27.779
O, 4.5225, 0.0917, 24.436
O, 1.223, 8.7256, 30.6311
O, 10.5005, 5.2036, 24.5084
O, 17.6793, 2.5846, 26.634
O, 4.7058, -2.0167, 29.4199
O, 6.0803, 7.2866, 24.1192
O, 17.8717, 4.7501, 28.2231
O, 11.1123, 4.6494, 30.8569
O, 10.7942, 8.8927, 19.5567
O, 4.4334, -8.3489, 25.5611
O, 1.9184, -1.4533, 27.3945
O, 5.1807, -6.2203, 30.3388
O, 8.6886, -4.1786, 28.1036
O, -2.6643, 0.5018, 27.771
O, 6.1622, -0.1766, 30.4174
O, 9.8807, -1.3138, 29.2213
O, 7.0983, -2.5733, 30.7664
O, 6.8202, 7.3046, 26.4747

Results
free energy: -136299.116 eV
free energy less fixed offsets of N -386.36, O -570.45, Si -639.56 eV per atom: 6.064 eV

Forces (eV/angstrom), in the order of the atoms: element, x, y, z
Si, 0.0024, 0.0102, -0.0382
Si, -0.0032, 0.0091, -0.052
Si, -0.0037, -0.0005, -0.0489
Si, -0.0014, -0.0063, -0.0588
Si, 0.0082, -0.0141, -0.0496
Si, 0.0096, -0.0266, -0.0452
Si, -0.0173, 0.0079, -0.0772
Si, 0.0023, -0.0027, -0.041
Si, -0.0024, -0.0051, 0.0126
Si, -0.001, -0.0011, 0.0078
Si, -0.0019, 0.0009, 0.0136
Si, 0.0034, -0.0025, 0.0111
Si, 0.0062, 0.0006, 0.0056
Si, 0.0047, 0.0007, 0.0003
Si, -0.0074, 0.0022, 0.006
Si, 0.0022, -0.0012, 0.0066
Si, -0.0021, -0.0062, -0.0031
Si, -0.0005, 0.0007, 0.0009
Si, 0.0008, 0.0008, -0.0014
Si, 0.0002, 0.003, -0.0012
Si, -0.0003, 0.0005, 0.0053
Si, 0.0016, -0.0014, 0.003
Si, -0.0035, 0.0008, 0.0008
Si, 0.0093, 0.0074, 0.0107
Si, -0.0011, 0.0033, 0.0008
Si, -0.0006, -0.0028, 0.0033
Si, -0.0008, -0.0009, 0.0007
Si, 0.0039, -0.0002, -0.0001
Si, -0.0022, -0.0045, 0.005
Si, -0.0023, -0.0002, -0.0008
Si, 0.0026, -0.0011, 0
Si, 0.0001, -0.0051, 0.0013
Si, 0.0004, 0, -0.0005
Si, -0.0007, -0.0021, -0.0004
Si, 0.0013, 0.0014, 0.0015
Si, -0.0004, -0.0011, 0.0009
Si, -0.0006, -0.0009, -0.0001
Si, 0.0023, -0.001, 0.0003
Si, -0.0018, 0.001, 0.0008
Si, -0.0013, 0.0008, -0.0001
Si, 0.0005, -0.0006, -0.0003
Si, 0, 0.0001, -0.0004
Si, 0.0001, -0.0008, 0
Si, 0.0006, -0.0006, -0.0002
Si, 0.0003, -0.0003, 0.0005
Si, -0.0002, -0.0009, 0.001
Si, 0.0004, -0.001, 0.0001
Si, -0.0006, -0.0005, 0
Si, 0, -0.0002, 0.0001
Si, -0.0004, 0.0001, -0.0001
Si, 0, 0.0008, 0.0002
Si, 0.0006, -0.0005, 0.0003
Si, -0.0012, -0.0008, 0.0001
Si, -0.0001, -0.0007, 0
Si, -0.0008, -0.0008, 0.0003
Si, -0.0003, 0.0004, 0.0005
Si, -0.0001, 0.0001, -0.0005
Si, 0.0017, 0.0006, -0.0012
Si, 0.0001, -0.0006, -0.0003
Si, -0.0008, -0.001, -0.0004
Si, 0.001, -0.0007, 0.0008
Si, -0.0011, -0.0005, -0.0005
Si, 0.0005, 0.0001, -0.0009
Si, 0.0002, -0.0012, -0.0005
Si, 0.0008, -0.0004, 0.0001
Si, 0.0004, -0.0022, -0.0004
Si, -0.0016, 0.0007, 0.0017
Si, 0.0015, -0.0002, 0.0008
Si, -0.0021, 0.0024, -0.0004
Si, 0.0008, 0, 0.0028
Si, -0.0019, 0.0004, -0.0005
Si, 0.0006, -0.0003, -0.0008
Si, 0.0005, 0.0033, 0.0003
Si, 0.0006, 0.0003, -0.0006
Si, -0.0001, -0.0002, -0.0006
Si, 0.0007, -0.001, -0.0006
Si, 0, 0.0004, 0.0001
Si, 0.0025, -0.0006, 0.003
Si, 0.0023, -0.0026, 0.0015
Si, -0.0016, 0, 0
Si, -0.0059, -0.0011, 0.004
Si, 0.0054, 0.0004, 0.0077
Si, 0.0002, -0.0025, 0.0073
Si, -0.001, 0.0016, 0.0101
Si, -0.0013, -0.002, 0.0104
Si, -0.001, -0.0014, 0.004
Si, -0.0106, -0.0001, 0.0099
Si, 0.0003, -0.0008, 0.0077
Si, -0.0126, 0.0025, -0.0561
Si, 0.0028, 0.0001, -0.0474
Si, -0.0094, -0.0006, -0.0435
Si, 0.0093, -0.0084, -0.0506
Si, 0.0142, 0.0002, -0.0777
Si, 0.0002, 0.0036, -0.0196
Si, 0.0121, 0.0105, -0.0469
Si, 0.0041, -0.009, -0.0541
Si, 0.0094, -0.0083, -0.08
Si, 0.0007, -0.0028, -0.0742
Si, 0.0099, -0.0006, -0.0697
Si, 0.0034, 0.0045, -0.069
Si, -0.0013, 0.001, -0.0647
Si, -0.001, 0.0058, -0.0928
Si, -0.0009, -0.0034, -0.0681
Si, -0.0095, 0.019, -0.0765
Si, -0.0087, 0.0073, -0.0925
Si, 0.0143, -0.0022, -0.0656
Si, -0.0161, 0.0012, -0.0704
Si, 0.0078, -0.0081, -0.0765
Si, -0.0039, 0.0144, -0.0625
Si, 0.0015, 0.0016, -0.0713
Si, 0.0077, 0.0021, -0.0576
Si, 0.001, -0.0057, -0.057
Si, 0.0098, -0.0061, -0.0621
Si, -0.0009, 0.0084, -0.0819
Si, -0.0051, -0.0098, -0.0605
Si, -0.0009, 0.0024, -0.0843
Si, 0.0052, 0.0072, -0.0706
Si, 0, 0.0005, -0.0666
Si, -0.0163, 0.0088, -0.0642
Si, -0.0139, -0.0007, -0.0608
Si, 0.004, 0.0004, -0.0683
Si, 0.0069, -0.0138, -0.0703
Si, 0.0087, -0.0054, -0.0593
Si, -0.0061, 0.0122, -0.0659
Si, -0.003, 0.007, -0.0819
Si, -0.0112, 0.0118, -0.0664
Si, 0.0062, -0.0088, -0.0654
Si, -0.0063, 0.0003, -0.0592
Si, -0.002, -0.014, -0.0618
Si, -0.0002, 0.0047, -0.0751
Si, 0.0087, -0.006, -0.0682
Si, -0.0016, 0.0116, -0.0806
Si, -0.002, -0.005, -0.0787
Si, -0.0102, 0.0098, -0.0572
O, -0.0069, 0.0064, 0.0284
O, -0.0103, -0.005, 0.0417
O, 0.0078, 0.0024, 0.0395
O, 0.0037, 0.0013, 0.0281
O, -0.0158, 0.0081, 0.0448
O, 0.0193, -0.0066, 0.0422
O, 0.0052, 0.0093, 0.026
O, -0.0117, 0.0056, 0.0394
O, 0.0075, 0.0215, 0.0557
N, -0.0087, -0.0066, 0.0414
O, -0.0074, 0.0005, 0.0538
O, 0.0046, 0.0008, 0.0271
O, -0.0059, -0.0003, 0.0298
N, -0.0074, -0.0121, 0.0435
O, 0.0034, -0.0006, 0.0331
O, 0.0022, 0.0046, 0.0321
O, -0.0068, -0.0027, 0.0212
O, -0.0036, 0.0089, 0.044
O, 0.0036, -0.0022, 0.0189
O, 0.0116, -0.0067, 0.0449
O, 0.0088, 0.0061, 0.0461
N, -0.0058, -0.0023, 0.0288
O, -0.023, -0.0004, 0.0701
O, -0.0094, -0.0055, 0.0297
O, -0.0089, -0.0028, 0.037
O, -0.0028, -0.016, 0.0372
N, 0.0042, -0.0223, 0.0537
O, -0.0007, 0.0037, 0.0512
O, 0.0048, -0.0015, 0.0329
O, -0.0169, 0.0138, 0.0515
O, 0.0078, -0.0224, 0.0379
O, -0.0037, 0.0008, 0.023
O, -0.0045, 0.0022, 0.029
O, 0.0151, -0.0177, 0.0429
O, -0.0078, 0.0043, 0.0406
O, -0.0079, -0.0131, 0.0505
O, 0.0045, -0.0098, 0.0401
O, -0.0042, 0.0123, 0.0314
O, 0.0182, -0.0128, 0.039
O, 0.0015, -0.0106, 0.0596
O, 0.0023, -0.0056, 0.0258
O, -0.0084, 0.0181, 0.0342
O, 0.0007, -0.0151, 0.0369
O, 0.0023, 0.012, 0.0382
O, 0.0098, 0.003, 0.0368
O, 0.0071, -0.0025, 0.0276
O, -0.0129, 0.019, 0.0361
O, 0.0053, 0.0011, 0.0244
O, 0.0167, 0.0023, 0.0566
O, -0.0107, 0.0067, 0.0476
O, 0.0086, 0.0027, 0.0292
O, -0.0067, 0.0069, 0.036
O, -0.0036, 0.0033, 0.031
O, -0.0063, 0.0007, 0.0253
O, -0.0046, 0.0171, 0.042
O, -0.0118, 0.002, 0.0507
O, 0.0005, -0.0004, 0.0191
O, 0.0128, 0.0031, 0.0358
O, 0.0135, -0.0063, 0.053
O, -0.0025, 0.0032, 0.0313
O, -0.0101, -0.0022, 0.0465
O, -0.0083, 0.0068, 0.0287
O, -0.0015, -0.0028, 0.0244
O, -0.0144, 0.0023, 0.0234
O, 0.0071, -0.0011, 0.0234
O, -0.0043, 0.005, 0.0541
O, 0.0016, -0.0131, 0.0318
O, -0.0008, 0.003, 0.0489
O, -0.0144, -0.0054, 0.0288
O, 0.0133, 0.0012, 0.0324
O, 0.0011, -0.0101, 0.0297
O, 0.0002, 0.0179, 0.0354
O, -0.004, 0.0048, 0.049
O, 0.0149, -0.0023, 0.0385
O, -0.0067, -0.0055, 0.0353
O, 0.0008, 0.0058, 0.0216
O, 0.0005, 0.0048, 0.0272
O, 0.0154, -0.0068, 0.0329
O, -0.0032, 0.0006, 0.0299
O, 0.001, 0.01, 0.0399
O, -0.0039, 0.0016, 0.0291
O, 0.0012, 0.0025, 0.028
O, -0.0048, -0.0024, 0.0334
O, 0.0004, -0.0131, 0.0501
O, 0.0065, 0.0012, 0.0222
O, 0.0167, -0.0058, 0.0281
O, -0.0089, 0.0144, 0.0416
O, 0.009, -0.015, 0.0418
O, 0.0209, -0.0091, 0.0483
O, 0.0064, 0.012, 0.0384

The program warned: the cutoff lies below the one the program advises for these potential files; the forces do not sum to zero within the program's tolerance; empty levels may hold ghost states of the PAW files; the exchange-correlation potential is rough where the density is thin.
